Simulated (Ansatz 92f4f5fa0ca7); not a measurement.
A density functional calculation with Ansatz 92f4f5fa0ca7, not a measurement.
Periodic cell of 189 atoms, Si117O72, from a study of silicon, its oxide and their interface. The atomic structure is a simulated model.

Settings
functional: r2SCAN
potential files: Ansatz norm-conserving
basis: plane waves
wave-function cutoff: 1300 eV
density cutoff ratio: 4
exchange-correlation grid ratio: 1
k mesh: 2 x 2 x 1, shifted by 0.5 0.5 0.5 of a step
self-consistency stop: 5e-08 eV per atom in the density residual
occupations: Fermi-Dirac, 0.05 eV
spin: none
net charge: 0

Cell vectors (angstrom)
a, 11.5403, 0, 0
b, 0, 11.5403, 0
c, -5.3208, 3.4326, 26.5982

Atoms and the computed forces on them: element, x, y, z (angstrom), force x, y, z (eV/angstrom)
Si, 8.8626, 0.543, -1.1395, 0.1635, -0.0288, -0.5736
Si, 8.8239, 3.6354, -1.4383, 0.0936, -0.0061, -0.5907
Si, 8.8548, 8.9737, -1.5889, 0.1422, 0.0468, -0.2911
Si, 0.9763, 1.5115, -1.4374, -0.1054, 0.0764, -0.8369
Si, 1.1015, 4.5545, -1.0689, 0.0522, 0.1111, -0.6857
Si, 1.2135, 7.6458, -1.4149, -0.085, -0.3211, -0.4353
Si, 5.1533, 0.5147, -1.5232, 0.0532, -0.0063, -0.5704
Si, 4.8288, 4.7612, -1.343, -0.0403, -0.0155, -0.4659
Si, 5.3018, 7.9302, -1.7191, 0.2927, -0.3629, 0.0904
Si, -0.7058, 0.7121, 0.0573, 0.025, 0.0488, -0.198
Si, -0.9354, 4.4036, 0.0139, -0.1094, -0.1462, -0.2526
Si, -0.7591, 8.2922, -0.2352, -0.1095, 0.0842, -0.1511
Si, 3.0493, 0.7625, -0.3238, -0.0141, 0.1474, -0.0593
Si, 3.0607, 4.4971, 0.1575, 0.0717, 0.1094, -0.2577
Si, 3.2037, 8.2757, -0.2539, 0.015, -0.0403, -0.4166
Si, 6.8874, 0.5122, 0.0453, -0.0945, 0.0612, -0.1689
Si, 6.8881, 4.295, -0.1695, -0.0801, 0.0346, -0.3683
Si, 7.0373, 8.341, -0.14, -0.0371, 0.0494, -0.3552
Si, -0.8084, 2.5637, 1.4252, -0.0566, 0.0314, 0.3702
Si, -0.9099, 6.4134, 1.2427, -0.0511, 0.0445, 0.0831
Si, -0.6635, 10.2016, 1.2231, 0.0018, -0.0461, 0.0443
Si, 3.0977, 2.496, 1.3163, 0.0977, -0.1098, 0.0314
Si, 3.1251, 6.4746, 1.3444, 0.2076, 0.1349, 0.1022
Si, 3.04, 10.2994, 1.0685, 0.0403, -0.1046, -0.2251
Si, 6.8517, 2.4839, 1.3028, -0.0679, 0.0296, 0.1636
Si, 7.0091, 6.32, 1.1727, -0.0887, -0.0555, -0.1332
Si, 6.8882, 10.1559, 1.3284, -0.053, -0.129, 0.2311
Si, 8.7668, 2.5189, 2.6863, 0.0386, 0.0613, -0.027
Si, 8.7994, 6.3644, 2.6839, 0.1178, 0.0372, -0.0344
Si, 8.8864, 10.2226, 2.5938, 0.0169, -0.0136, -0.0798
Si, 1.1683, 2.5476, 2.6735, -0.0355, -0.1351, 0.0085
Si, 1.1009, 6.398, 2.5991, -0.0218, 0.1077, -0.0668
Si, 1.2234, 10.2327, 2.6014, -0.0725, -0.0213, 0.0381
Si, 4.9868, 2.5201, 2.6946, -0.0169, -0.0695, -0.0699
Si, 5.0902, 6.3756, 2.6357, -0.1151, 0.0398, -0.1451
Si, 4.9096, 10.2381, 2.5772, 0.1063, 0.0232, -0.0028
Si, -2.7176, 0.5924, 4.0059, 0.022, 0.0099, 0.052
Si, -2.7267, 4.4326, 4.0366, -0.0391, -0.0149, -0.0014
Si, -2.7073, 8.3221, 3.9789, -0.0193, -0.0388, -0.038
Si, 1.1611, 0.6194, 4.0061, 0.0086, 0.0699, 0.0282
Si, 1.1494, 4.4644, 4.0127, 0.053, -0.074, 0.0315
Si, 1.1511, 8.3118, 3.9697, -0.047, 0.0605, -0.0284
Si, 4.9884, 0.5934, 4.0049, -0.0305, 0.0471, -0.0429
Si, 5.0135, 4.4454, 4.0226, 0.0674, -0.0877, -0.0204
Si, 4.9978, 8.3245, 3.9549, -0.0165, 0.0173, -0.0383
Si, -0.7847, 12.181, 5.3601, -0.0266, -0.0032, -0.0433
Si, -0.7933, 4.4009, 5.3783, -0.0733, 0.0802, 0.0496
Si, -0.787, 8.3259, 5.3233, 0.002, -0.0966, -0.0162
Si, 3.0868, 12.1984, 5.373, 0.0992, -0.0144, 0.0025
Si, 3.0881, 4.4227, 5.3754, -0.0259, 0.145, -0.0098
Si, 3.0827, 8.2747, 5.3153, 0.0336, -0.1787, -0.0606
Si, 6.8995, 12.1459, 5.3794, -0.073, -0.0475, 0.0276
Si, 6.9154, 4.4326, 5.4158, 0.0416, 0.0737, 0.1026
Si, 6.9092, 8.3579, 5.3303, 0.0481, 0.0566, -0.019
Si, -0.8079, 2.5045, 6.8409, 0.1077, -0.0864, 0.086
Si, -0.776, 6.3723, 6.6379, 0.0294, 0.0094, 0.3245
Si, -0.8401, 10.2545, 6.6729, -0.0435, 0.0772, -0.0122
Si, 3.119, 2.5457, 6.8344, -0.0526, -0.1996, 0.09
Si, 3.0981, 6.3508, 6.6811, -0.0363, -0.0188, 0.2996
Si, 3.0878, 10.2249, 6.6094, 0.0536, 0.1136, -0.0287
Si, 6.9608, 2.5056, 6.8108, -0.073, -0.1223, -0.0687
Si, 6.8719, 6.4275, 6.6653, 0.0456, -0.0109, 0.2105
Si, 6.9072, 10.2395, 6.7392, -0.006, 0.1594, -0.0405
Si, 8.8042, 2.3788, 8.307, 0.0615, 0.1469, 0.2103
Si, 8.8111, 6.4208, 7.9809, 0.1965, 0.0328, -0.4048
Si, 8.8151, 10.3714, 8.1124, -0.0836, -0.0599, 0.0473
Si, 1.1534, 2.4623, 8.1961, 0.0358, 0.1989, -0.0093
Si, 1.1642, 6.3012, 8.0184, -0.1573, -0.2745, -0.2425
Si, 1.1457, 10.2345, 7.8701, 0.0704, -0.0576, -0.0077
Si, 5.0968, 2.5783, 8.2348, -0.0367, 0.1382, 0.1331
Si, 4.99, 6.4114, 8.1104, -0.0504, -0.0319, -0.0561
Si, 4.9489, 10.221, 8.0297, -0.049, -0.0372, -0.0987
Si, 8.8117, 11.9629, 9.9287, -0.0558, -0.235, 0.1595
Si, 8.7991, 4.503, 9.3369, 0.0497, -0.0173, 0.2299
Si, 8.7299, 8.402, 9.2757, 0.0935, -0.1884, 0.2217
Si, 1.088, 11.9502, 9.4, 0.2199, -0.0878, -0.0301
Si, 1.2534, 4.4137, 9.5447, -0.0629, 0.1995, 0.3643
Si, 1.1374, 8.3416, 9.1388, 0.0147, 0.1618, 0.3193
Si, 5.0634, 12.0664, 9.4276, -0.0212, -0.0366, 0.122
Si, 5.1482, 4.58, 9.6379, 0.0113, 0.1775, 0.272
Si, 4.843, 8.3699, 9.4548, -0.2115, -0.1689, 0.388
Si, -0.5134, 11.7197, 11.1073, 0.1543, 0.722, 0.3006
Si, -0.8302, 4.9537, 10.6125, -0.1781, 0.3684, -0.0927
Si, -0.7991, 8.0835, 10.424, 0.0369, -0.7082, -0.1101
Si, 3.0581, 12.1917, 10.6042, 0.0529, 0.258, 0.5501
Si, 3.1763, 5.0276, 10.8733, 0.0586, 0.2276, -0.0176
Si, 2.784, 8.1643, 10.774, -0.2348, -0.2445, 0.033
Si, 6.6433, 11.3493, 11.1311, -0.162, -0.206, 0.3172
Si, 7.1859, 5.1166, 10.9486, 0.0359, 0.1747, 0.1791
Si, 6.8482, 8.2647, 10.6202, 0.1562, -0.0548, 0.4296
Si, 0.5942, 9.1575, 12.684, 0.0832, -0.2186, 0.2004
Si, -1.6795, 4.7257, 21.013, 0.102, 0.145, -0.2447
Si, -0.5562, 11.9166, 15.5587, 0.1761, 0.0799, 0.1361
Si, 6.9378, 3.1449, 17.4315, -0.0707, 0.0031, -0.0158
Si, 2.7737, 2.8918, 12.6315, 0.037, 0.1175, 0.0213
Si, -4.8142, 8.2341, 15.8077, -0.0623, -0.0897, 0.0777
Si, 4.1028, 8.412, 19.8552, 0.1356, -0.1217, -0.0614
Si, 2.9927, 11.1592, 19.7659, -0.0236, -0.0273, -0.0534
Si, 4.4277, 12.0375, 13.1277, 0.0178, -0.2844, 0.054
Si, 2.3317, 9.2432, 17.696, -0.156, -0.1723, -0.109
Si, -3.8475, 11.032, 19.7927, 0.0799, -0.1147, -0.0406
Si, -3.1377, 5.3959, 18.6184, 0.2351, 0.0561, 0.1347
Si, -3.5411, 12.4019, 22.4164, -0.1618, -0.2242, -0.1372
Si, 11.3857, 13.909, 13.326, -0.0682, -0.2208, 0.331
Si, -3.8063, 3.6684, 22.6414, -0.0786, 0.2993, -0.3102
Si, -2.3698, 4.432, 13.1489, -0.0573, 0.0943, 0.1699
Si, 4.5454, 10.3469, 15.821, -0.0019, -0.2471, 0.1894
Si, -2.5726, 12.2383, 17.5901, 0.1356, 0.0922, -0.001
Si, 5.2451, 12.3236, 18.1677, -0.0726, -0.0408, 0.0275
Si, 2.0778, 11.1227, 22.6264, -0.0357, 0.0362, -0.1416
Si, 7.0751, 8.1087, 18.99, 0.0094, -0.1027, 0.0317
Si, 9.0107, 10.0086, 15.6629, -0.2088, -0.2644, 0.0325
Si, -3.7683, 5.4084, 15.7308, -0.0933, 0.1878, 0.0534
Si, 0.2393, 9.2127, 15.7969, -0.0226, 0.042, 0.4636
Si, -1.2528, 14.0346, 22.8626, 0.1528, 0.2894, -0.361
Si, 2.6308, 8.0078, 22.4548, -0.0586, -0.1038, -0.1521
Si, -0.0145, 6.3706, 22.9724, -0.1688, 0.0014, -0.198
O, 6.9942, 8.3058, 17.3955, -0.0227, -0.0061, -0.0757
O, 1.4237, 6.9389, 22.5332, 0.006, 0.0766, 0.1547
O, -3.2442, 4.7318, 21.5389, 0.1989, -0.4288, 0.2736
O, 3.606, 7.8985, 23.7441, -0.1303, -0.1945, 0.1954
O, 8.8271, 2.0218, -1.9479, 0.0103, 0.3109, 0.6253
O, 1.91, 10.4119, 18.7757, 0.4243, -0.0782, 0.0523
O, -3.8652, 11.22, 21.3879, 0.0919, 0.303, 0.0053
O, 1.137, 8.579, -2.7608, 0.2152, -0.1677, 0.0071
O, 3.806, 13.5124, 13.5093, -0.131, -0.0596, -0.2507
O, 1.1076, 3.1198, -1.9433, -0.0121, -0.4595, 0.7466
O, 0.471, 0.8235, -2.89, 0.3701, 0.0844, 0.3318
O, -1.8988, 12.5843, 22.501, -0.0948, 0.2009, 0.1972
O, 5.176, -0.8626, -2.537, -0.2862, 0.2768, 0.2382
O, 4.3619, 11.1168, 14.4332, 0.0631, 0.19, -0.2029
O, -1.7859, 4.8989, 19.398, -0.3226, -0.0115, 0.2126
O, 4.982, 6.3243, -1.7687, 0.1746, 0.1658, 0.061
O, -0.5374, 8.1707, 12.0477, 0.1664, 0.3408, -0.2765
O, 4.0994, 10.0144, 20.169, -0.2455, 0.0058, -0.0973
O, -0.749, 6.4899, 10.0954, 0.0015, -0.0222, 0.5689
O, 1.2641, 3.1612, 13.2036, 0.0978, -0.2006, -0.2501
O, 7.8516, 9.1087, 14.9974, 0.0104, 0.0367, 0.2438
O, -2.4973, 14.8397, 23.5506, -0.0477, -0.0311, -0.1296
O, -0.421, 13.1531, 11.9175, -0.0261, -0.1917, 0.0819
O, 0.0516, 10.6472, 12.2479, -0.122, 0.0745, -0.2964
O, 0.1372, 1.449, 14.6207, -0.1523, 0.0026, -0.3325
O, -1.244, 5.1455, 12.2152, 0.142, -0.3068, -0.4503
O, -3.7538, 9.4299, 19.5807, -0.1388, 0.2237, -0.0733
O, 2.1034, 8.9061, 12.1001, -0.0607, -0.0593, -0.226
O, -2.7609, 5.2536, 14.4848, -0.0415, -0.2242, -0.3106
O, 3.1416, 9.9237, 16.4753, 0.1286, 0.0313, 0.0656
O, 2.7041, 13.7354, 11.1489, 0.1394, -0.3485, 0.2178
O, 7.0668, 6.7595, 11.3871, -0.1184, -0.1756, -0.4308
O, 8.8942, -0.9229, -1.9949, -0.007, -0.1461, 0.6498
O, 7.7808, 4.2534, 12.275, -0.1139, 0.4154, -0.1855
O, 0.5491, 10.8085, 15.9591, -0.3158, -0.1627, -0.2214
O, 3.3897, 4.3635, 12.3729, -0.2258, -0.2211, -0.2567
O, 7.9131, 6.7671, 19.3364, -0.0582, -0.0807, -0.2449
O, 5.278, 11.3559, 16.8605, -0.1188, -0.0376, 0.0092
O, 9.9726, 14.648, 13.6664, 0.0556, 0.1191, -0.2656
O, -1.7849, 11.1502, 14.7413, 0.1438, -0.0936, 0.3624
O, 6.793, 9.7, 11.5249, -0.0522, 0.5367, -0.4827
O, -2.8377, 5.7116, 17.046, -0.3481, -0.1538, -0.0266
O, 5.3127, 8.9446, 15.5052, 0.1205, 0.2295, 0.1448
O, 1.0809, 8.4793, 16.9822, 0.0714, 0.3807, -0.2011
O, 2.0291, 9.5101, 22.4335, 0.1444, 0.0739, 0.0223
O, 0.6252, 8.8181, 14.2774, -0.0211, 0.2671, -0.3806
O, -4.6444, 4.0538, 16.0599, 0.2293, 0.0739, 0.205
O, 5.5629, 13.8677, 17.7346, 0.2213, -0.1043, 0.0071
O, 3.3315, 11.5753, 23.5838, -0.1613, 0.2312, 0.2385
O, 5.6085, 7.8977, 19.6359, -0.0404, 0.1989, -0.103
O, 3.8069, 12.3084, 18.9396, 0.0398, -0.2448, 0.0074
O, 2.2769, 11.741, 21.1086, 0.0642, -0.2525, 0.2867
O, 5.9574, 12.0789, 12.4939, 0.0267, -0.317, -0.3366
O, -0.8455, 5.9627, 21.6388, 0.0471, -0.1505, 0.323
O, 3.4232, 11.3724, 12.014, -0.017, 0.3975, -0.3264
O, -2.5572, 11.841, 19.1682, -0.3493, -0.0624, -0.1401
O, 2.9662, 6.6097, 11.2589, 0.0527, -0.153, -0.2665
O, -3.177, 10.8872, 16.8776, 0.2321, 0.1015, -0.1428
O, -5.1659, 11.7297, 19.1605, 0.1493, -0.0357, 0.0031
O, 0.6949, 11.6117, 23.3494, -0.3438, -0.0757, 0.6063
O, 1.1619, 6.0188, -1.9092, -0.0344, 0.3348, 0.7072
O, 4.4761, 4.0494, -2.7961, 0.2689, -0.0079, 0.4846
O, 3.2312, 8.1439, 18.4972, 0.035, 0.3788, 0.1503
O, -0.9201, 14.8745, 21.4786, -0.3392, -0.1089, 0.4846
O, -4.7674, 6.6649, 15.3931, 0.2523, -0.0368, 0.1357
O, 0.1842, 5.1168, 23.9759, -0.1198, -0.1403, 0.1363
O, 7.2864, 4.19, 18.6434, 0.1473, 0.0326, -0.2409
O, -4.2513, 13.8087, 21.9343, 0.3336, -0.046, 0.2692
O, -3.4437, 13.5601, 17.2883, -0.0992, -0.0223, 0.093
O, 3.4571, 7.6386, 21.1111, -0.1032, 0.2765, 0.159
O, -1.1097, 12.5497, 16.9542, -0.2644, -0.2594, -0.1996
O, 10.1929, 8.9689, 16.1137, 0.1124, 0.3022, -0.1834

Results
free energy: -47206.810 eV
free energy less fixed offsets of O -463.61, Si -117.95 eV per atom: -26.740 eV
pressure: -1.44 GPa
stress xx, yy, zz, yz, xz, xy (GPa, positive in tension): 0.84, 1.85, 1.63, -0.06, -0.08, -0.33
